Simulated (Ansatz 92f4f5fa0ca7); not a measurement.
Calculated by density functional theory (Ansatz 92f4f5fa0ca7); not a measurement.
Periodic cell of 223 atoms, Si133O90, from a study of silicon, its oxide and their interface. The atomic structure is a simulated model.
Doubt: the cutoff is far below the 930 eV that the study's wrapper takes by default for these files, so forces and energies are approximate.
This geometry differs little from another in the collection (a relaxation step or a small displacement).

Settings: functional PBE; potential files Ansatz PAW; basis plane waves; wave-function cutoff 580 eV; density cutoff ratio 5; exchange-correlation grid ratio 1; k mesh 1 x 1 x 1, Gamma-centred; self-consistency stop 5e-08 eV per atom in the density residual; occupations fixed; spin none; net charge 0.

Cell vectors (angstrom)
a 10.938 0 0
b 0 10.938 0
c 0 0 32.3457

Atoms and the computed forces on them: element, x, y, z (angstrom), force x, y, z (eV/angstrom)
Si 0.3026 -0.1667 24.9129 -0.0173 -0.0158 0.0393
Si 5.3241 0.156 24.8785 0.0299 0.0181 0.0361
Si 2.9786 2.3113 24.9334 0.0199 0.0289 0.0384
Si 8.1318 3.0058 24.9475 0.0213 -0.0586 0.0365
Si -0.1464 5.8329 24.9626 0.0131 -0.0168 0.0457
Si 5.8656 5.2079 24.7712 -0.0273 0.0158 0.0257
Si 2.59 8.5677 24.6438 -0.0176 0.0247 0.0332
Si 8.4623 7.9117 25.0284 -0.0184 0.0462 0.0339
Si 1.4246 1.3066 26.3363 -0.0056 0.0039 0.0012
Si 6.9136 1.3701 26.1583 -0.0094 -0.0061 -0.0111
Si 4.1284 4.1037 26.0226 -0.0202 -0.0058 0.0033
Si 9.678 4.1666 26.243 0.0251 0.0027 -0.0137
Si 1.4879 6.9725 26.1433 -0.0012 -0.0243 -0.0094
Si 6.8786 6.7443 26.2682 -0.021 0.0164 -0.0023
Si 4.1543 9.5344 26.1593 0.0134 -0.0046 -0.0014
Si 9.6215 9.5902 26.1894 0.0037 0.0098 0.0015
Si 2.7987 -0.0781 27.6134 -0.0054 -0.0013 0.0129
Si 8.2238 -0.0091 27.5495 0.004 -0.0098 0.0058
Si 0.0272 2.7239 27.5849 0.0001 -0.0042 0.0132
Si 5.4755 2.7394 27.5094 -0.0021 -0.0006 0.0024
Si 2.7685 5.4664 27.4785 0.0133 -0.0011 0.0015
Si 8.2469 5.4276 27.629 0.0005 -0.0001 0.0234
Si 0.0416 8.2208 27.5662 -0.0029 0.0224 0.015
Si 5.487 8.1611 27.5487 0.0069 -0.0093 0.006
Si 4.1018 1.3673 28.9274 0.2786 0.0763 -0.0287
Si 9.5708 1.3673 28.9274 -0.0348 -0.0149 0.0357
Si 1.3673 4.1018 28.9274 0.2809 0.2101 -0.2026
Si 6.8362 4.1018 28.9274 -0.1241 -0.3143 0.1455
Si 4.1018 6.8362 28.9274 -0.037 -0.2221 -0.1788
Si 9.5708 6.8362 28.9274 0.2972 0.1555 0.163
Si 1.3673 9.5708 28.9274 0.0697 -0.1123 0.4774
Si 6.8362 9.5708 28.9274 -0.0002 -0.0577 -0.1846
Si 0 0 30.2947 0.0656 0.0481 -0.0125
Si 5.469 0 30.2947 0.0295 0.1098 0.0047
Si 2.7345 2.7345 30.2947 0.0235 0.0463 -0.0327
Si 8.2035 2.7345 30.2947 -0.0998 -0.0477 -0.0026
Si 0 5.469 30.2947 0.0286 0.1092 -0.0011
Si 5.469 5.469 30.2947 -0.0124 0.0149 -0.0337
Si 2.7345 8.2035 30.2947 -0.1203 -0.0079 0.0038
Si 8.2035 8.2035 30.2947 0.0479 0.0397 -0.0056
Si 1.3673 1.3673 31.6619 -0.0474 -0.0001 -0.0082
Si 6.8362 1.3673 31.6619 0.0885 -0.001 -0.008
Si 4.1018 4.1018 31.6619 0.0449 -0.0232 -0.0073
Si 9.5708 4.1018 31.6619 -0.001 -0.0391 -0.0411
Si 1.3673 6.8362 31.6619 0.0458 -0.0486 -0.0146
Si 6.8362 6.8362 31.6619 -0.0149 -0.0548 -0.0043
Si 4.1018 9.5708 31.6619 0.0005 -0.0534 -0.0448
Si 9.5708 9.5708 31.6619 0.0131 0.0217 -0.0058
Si 2.7345 0 0.6835 0.0184 0.0288 0.0153
Si 8.2035 0 0.6835 -0.0637 0.0389 0.0252
Si 0 2.7345 0.6835 0.0106 0.0581 0.0081
Si 5.469 2.7345 0.6835 -0.0136 -0.0432 -0.0113
Si 2.7345 5.469 0.6835 -0.0835 0.0502 0.0157
Si 8.2035 5.469 0.6835 0.0511 0.0305 0.0256
Si 0 8.2035 0.6835 0.0034 -0.0326 0.0082
Si 5.469 8.2035 0.6835 -0.0398 0.0924 0.0157
Si 4.1018 1.3673 2.0507 0.0255 0.121 -0.0181
Si 9.5708 1.3673 2.0507 0.0909 0.0059 0.0156
Si 1.3673 4.1018 2.0507 -0.0448 -0.1238 -0.0067
Si 6.8362 4.1018 2.0507 -0.0993 -0.0811 0.0002
Si 4.1018 6.8362 2.0507 0.0752 -0.0887 -0.008
Si 9.5708 6.8362 2.0507 -0.0165 -0.0516 -0.0068
Si 1.3673 9.5708 2.0507 -0.0275 -0.0014 -0.017
Si 6.8362 9.5708 2.0507 0.0625 -0.0948 0.0198
Si 0 0 3.418 -0.0011 -0.0581 -0.0827
Si 5.469 0 3.418 -0.0551 0.1125 0.4715
Si 2.7345 2.7345 3.418 0.1817 -0.0847 -0.789
Si 8.2035 2.7345 3.418 -0.2289 -0.1835 0.3889
Si 0 5.469 3.418 -0.3326 -0.0651 -0.2534
Si 5.469 5.469 3.418 -0.1595 0.1599 -0.3775
Si 2.7345 8.2035 3.418 -0.0526 0.3146 0.507
Si 8.2035 8.2035 3.418 -0.2048 0.0093 -0.257
Si 1.425 1.3541 4.7199 0.0097 0.0104 -0.0138
Si 6.8342 1.3397 4.8821 -0.0171 0.0055 0.002
Si 4.0534 4.1282 4.7169 0.0133 -0.0323 -0.021
Si 9.5144 4.1443 4.7847 -0.0087 0.0028 0.0027
Si 1.2914 6.8606 4.762 -0.0031 -0.0331 0.0041
Si 6.7691 6.8853 4.7545 0.0314 0.0066 0.0046
Si 4.0941 9.6202 4.8809 -0.0038 0.0183 0.0063
Si 9.5215 9.5915 4.7719 0.0256 -0.0549 0.0252
Si 2.7747 0.1648 6.2602 -0.0008 -0.0154 0.004
Si 8.164 -0.1455 6.3049 -0.0057 -0.0054 -0.0048
Si 0.0295 2.7196 5.9559 -0.0028 -0.0195 -0.0042
Si 5.3904 2.8169 6.1222 -0.0076 0.0023 0.0225
Si 2.6334 5.4475 6.0489 -0.0074 0.0326 -0.0208
Si 8.0545 5.4951 6.137 -0.0055 0.0006 0.0051
Si -0.241 8.0581 6.1168 -0.0745 0.0754 -0.0338
Si 5.4604 8.2149 6.2408 -0.0162 0.0045 -0.0016
Si 3.7956 1.8945 7.5658 0.0269 -0.0066 -0.0527
Si 9.8683 1.173 7.2767 0.0123 0.0002 -0.0021
Si 1.4105 3.9556 7.4069 -0.002 -0.0109 0.0342
Si 6.3767 4.4669 7.4397 0.0235 -0.0258 -0.0691
Si 4.1053 6.6339 7.3838 0.0123 0.0123 0.0132
Si 8.977 7.1632 7.4758 -0.0038 0.0104 -0.0237
Si 1.2992 10.1777 7.8241 0.0056 -0.0024 0.0014
Si 7.2242 8.9825 7.678 0.0279 -0.0078 -0.0203
O 9.5887 6.8482 24.4455 0.0131 -0.0215 -0.0285
O 4.1659 1.2546 24.4994 0.0193 -0.0051 -0.0071
O 11.6291 8.7702 7.2822 0.0564 0.0041 0.0441
O 2.5692 2.9249 8.0051 -0.0239 0.0216 0.0116
O 6.9612 4.0312 24.4272 -0.0208 0.0203 -0.013
O 1.3819 9.6521 24.3803 0.0004 -0.0098 -0.015
O 5.2446 5.5631 7.9732 -0.0185 0.0183 0.0237
O 0.0486 0.2813 8.1523 -0.0079 -0.0016 0.009
O 6.9782 3.8132 8.8225 0.0078 -0.0159 0.032
O 6.6902 9.3302 9.2328 -0.0255 0.009 0.0398
O 9.5954 6.554 8.903 0.0153 -0.0233 0.0122
O 2.1455 9.7376 9.1684 0.0066 -0.0214 -0.0049
O 4.5744 1.5296 8.9745 0.0119 -0.0056 0.0442
O -1.6467 4.1296 10.0476 0.0039 -0.0006 -0.0057
O 9.1242 2.357 8.1309 -0.01 0.0049 0.0061
O 3.066 7.2123 8.5406 -0.012 0.0048 0.0065
O 7.6283 8.4546 23.7235 -0.0083 -0.0037 -0.0097
O 8.9289 2.5495 23.5806 0.0062 0.0012 -0.0144
O 5.5759 5.8635 23.2921 -0.0017 0.0123 -0.0521
O 2.133 2.4718 23.5126 -0.013 0.0054 -0.0432
O 10.7767 0.6158 23.5397 -0.0086 0.0149 -0.0198
O 0.6657 5.336 23.63 0.0134 -0.0027 -0.0371
O 3.1827 8.3159 23.1022 0.0115 -0.0161 -0.0373
O 5.7848 10.3704 23.4497 0.0049 -0.0134 -0.0176
Si 7.718 -2.8267 20.4836 -0.0163 0.0008 -0.0002
Si 5.6562 6.0075 21.6659 -0.0015 0.0217 0.0065
Si -0.8065 7.3934 18.9296 -0.0042 -0.0011 -0.0033
Si 8.5512 -0.601 13.8075 0.0002 -0.0021 0.0095
Si 4.5919 1.4305 10.6018 0.0037 -0.0214 -0.0158
Si 8.3367 1.5444 11.7765 -0.0112 0.0087 -0.0017
Si -0.2705 0.9456 13.0579 0.0116 0.0023 0.0034
Si 1.1909 5.4318 22.1066 0.013 0.0015 0.0087
Si 5.4637 5.4519 14.3665 0.0018 0.0049 0.0065
Si 6.4041 -2.7156 17.6556 0.008 0.0188 0.0178
Si 8.3061 3.0398 9.3351 0.0084 0.0162 0.0017
Si -1.3166 12.5438 19.7264 -0.0044 -0.0037 0.0128
Si 1.1742 6.6753 11.8616 -0.0072 0.0074 -0.0079
Si 3.042 7.7276 21.5652 0.0127 0.0004 0.0019
Si 6.8608 2.0619 18.6713 0.0058 0.0008 -0.0062
Si -3.4843 -6.8828 16.5285 0.0002 -0.0019 0.0004
Si 2.2999 2.7405 19.2409 -0.0077 -0.0016 -0.0029
Si 2.8134 8.3342 9.71 0.0005 0.0221 0.0038
Si 4.9941 3.1641 20.5415 0.0032 0.0071 -0.0063
Si 3.7597 8.7549 18.7265 0.0004 -0.0009 0.005
Si -1.5517 1.1512 22.8975 -0.0002 -0.0125 0.008
Si 2.4705 4.8863 13.8325 -0.0003 -0.0005 0.0059
Si 1.1917 8.6958 17.2307 0.0033 0.0001 -0.003
Si -1.631 12.5776 15.5577 0.0018 0.0013 0.0043
Si 10.3631 5.2958 9.627 -0.0222 0.0111 0.0062
Si 5.1559 10.8286 17.2332 0.0154 0.0053 -0.0046
Si 7.2303 9.8131 22.9336 -0.0006 0.0252 0.0043
Si 4.8829 0.3875 14.3206 0.0004 -0.0025 0.0034
Si -2.2633 -4.2219 16.4187 0.0005 0.0012 0.003
Si 5.6828 9.3839 10.5391 -0.0038 0.0014 -0.0068
Si 0.5492 0.7719 17.7211 -0.0011 -0.0009 -0.0041
Si 6.1723 2.8559 12.877 0.0018 -0.0068 0.0005
Si -0.028 4.455 19.6168 -0.006 -0.0091 -0.0017
Si 2.6777 2.8926 22.0516 -0.0077 0.0091 0.0198
Si 11.2292 6.8217 14.7301 0.001 0.0025 0.0034
Si 2.6399 1.7989 12.7252 -0.0014 -0.0083 0.0042
Si 6.3189 -2.4074 13.4337 -0.0019 0.004 -0.0003
O 0.5313 -2.667 18.6819 0.0026 -0.0015 0.0065
O 3.08 1.7817 11.1456 -0.0028 0.0048 0.003
O 5.9577 1.1993 17.6745 -0.0092 -0.0122 -0.0027
O -2.4687 11.1853 15.2254 -0.0007 0.0024 0.0004
O 1.1719 5.3943 14.7516 0.0007 0.0011 -0.0014
O 1.4428 4.1133 18.9866 0.0011 -0.0064 0.0078
O 1.8394 7.7921 10.8907 -0.002 -0.0093 0.0008
O 3.5797 0.7096 13.4539 0.0012 0.0013 0.0007
O 11.7806 -3.0648 15.8634 0.0023 0.0016 0.0047
O 4.3855 0.3222 15.872 0.0048 -0.002 0.0094
O 6.178 -1.3212 16.853 -0.0054 -0.0057 0.0235
O -2.7442 2.7947 15.8032 -0.0011 0.0015 0.0028
O 7.8193 0.1727 12.5283 0.0064 -0.0014 -0.001
O 5.8656 7.0203 13.961 -0.0006 -0.0065 -0.0013
O -1.5607 7.6741 17.5143 0.0034 -0.0022 0.005
O 5.7856 4.41 13.1522 -0.002 0.0071 -0.0006
O 3.8399 5.3598 14.615 0.001 -0.0001 -0.0054
O 6.2119 2.1745 20.1553 0.0006 0.0007 0.0085
O 3.1222 8.7243 20.2494 0.0024 0.0079 -0.0033
O 3.8915 3.1393 19.2996 -0.0034 -0.0006 0.006
O 5.6558 4.6076 20.8501 -0.0021 -0.0036 0.0078
O -0.1831 11.5117 19.1716 0.0057 -0.0036 0.0034
O 7.3243 9.4419 21.3545 0.0069 -0.0151 -0.0083
O 7.8368 1.7704 10.2526 -0.0025 -0.0119 0.0086
O 10.1525 -0.5827 13.4199 0.0006 0.0012 -0.0021
O 0.0086 4.7808 21.2121 -0.0048 -0.0034 -0.0012
O 4.3087 6.7835 21.252 0.0171 -0.0056 0.0186
O 5.8259 12.6623 14.0379 0.001 -0.0028 0.0006
O -0.5448 -9.4026 16.7742 -0.0026 -0.0012 0.0003
O 6.2713 4.7812 15.6429 0.0011 -0.0015 0.0011
O 0.4711 -3.5736 13.1848 -0.0014 -0.0009 0.0081
O 7.8561 8.8725 13.954 0.0013 0.0006 -0.0009
O -5.9451 7.7213 18.347 0.0121 0.0086 -0.0027
O 6.9189 3.5451 17.984 -0.0008 -0.0017 0.006
O -3.6416 8.4929 18.9753 -0.0236 -0.0125 -0.0257
O 2.5389 3.2652 13.4813 0.0014 0.0041 -0.0015
O -1.3281 -4.2358 15.0569 0 0.0019 -0.0013
O 7.7927 -8.1334 12.6657 0.0017 0.0021 -0.0017
O 8.2659 1.2866 18.8907 -0.0113 0.0033 -0.0001
O -0.7135 1.9762 14.2488 0.0001 -0.0032 0.0023
O 4.2947 8.6053 10.2733 0.0055 0.0038 -0.01
O 5.2619 -0.0256 10.9324 -0.0006 0.0117 -0.0075
O 9.3313 7.8158 20.3008 0.0075 -0.0035 0.0084
O 0.9331 -0.6386 17.0112 -0.0022 -0.0009 0.0047
O 9.4878 1.3499 21.31 0.0012 0.0041 -0.0203
O 1.6084 6.9191 21.5661 -0.0034 -0.0029 0.0081
O 1.2736 0.9733 12.7861 -0.0103 0.005 -0.0007
O 6.3533 -2.3583 11.7968 0.001 -0.0062 0.0052
O -3.8247 7.2638 16.5283 -0.0005 0.0042 0.003
O -0.5405 16.7338 18.8967 -0.0043 0.0063 0.0029
O 4.2739 2.5855 21.8905 0.0037 0.0012 0.0012
O -2.3335 -5.7845 16.8357 0.0014 0.0016 0.0008
O 2.7502 8.3936 17.5112 -0.0001 0.0017 -0.0011
O 11.0058 5.8311 11.0171 0.0151 0.0089 0.0136
O 6.9836 6.816 21.1516 0.0015 0.0032 0.0041
O 1.9032 2.1998 20.77 -0.003 -0.0022 -0.0066
O -0.9832 1.4859 11.6935 0.0065 -0.0014 -0.0004
O 2.3487 5.6606 12.3919 0.0051 -0.005 0.002
O 0.5884 4.6822 8.6427 0.0062 -0.0026 -0.0162
O 9.9331 3.1782 19.4111 0.0087 0.012 0.0083
O 8.279 10.9808 23.2931 -0.0011 -0.011 0.0047
O 1.8993 1.6712 18.0593 0.0016 0.0022 0.0064
O 4.2171 -0.6184 18.4754 0.0048 0.0044 0.0048
O 5.4164 -1.1248 13.9438 -0.0014 0.0057 -0.0026
O 2.5386 4.523 21.9591 -0.0077 -0.0031 0.0077
O 5.4776 2.5142 11.4406 0.0063 0.0085 0.0081

Results
free energy: -135733.838 eV
free energy less fixed offsets of O -568.88, Si -635.61 eV per atom: 1.492 eV

The program warned: the cutoff lies below the one the program advises for these potential files; the exchange-correlation potential is rough where the density is thin.
